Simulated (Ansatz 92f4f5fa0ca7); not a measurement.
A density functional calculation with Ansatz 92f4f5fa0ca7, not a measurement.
Periodic cell of 223 atoms, Si133O90, from a study of silicon, its oxide and their interface. The atomic structure is a simulated model.
Doubt: the cutoff is far below the 930 eV that the study's wrapper takes by default for these files, so forces and energies are approximate.
This geometry differs little from another in the collection (a relaxation step or a small displacement).

Settings
functional: PBE
potential files: Ansatz PAW
basis: plane waves
wave-function cutoff: 580 eV
density cutoff ratio: 5
exchange-correlation grid ratio: 1
k mesh: 1 x 1 x 1, Gamma-centred
self-consistency stop: 5e-08 eV per atom in the density residual
occupations: fixed
spin: none
net charge: 0

Cell vectors (angstrom)
a  10.938  0  0
b  0  10.938  0
c  0  0  32.2092

Atoms and the computed forces on them: element, x, y, z (angstrom), force x, y, z (eV/angstrom)
Si  -0.5361  0.2706  24.6973  -0.0959  0.0346  -0.1383
Si  5.6526  -0.0097  24.7015  0.151  -0.0894  -0.2367
Si  2.7257  2.6707  24.7884  0.0966  -0.0531  -0.0968
Si  8.2937  2.6428  24.7274  0.0296  -0.0805  -0.0917
Si  -0.0354  5.6365  24.5542  0.0079  -0.0578  -0.1612
Si  5.1147  5.7003  24.9004  -0.0715  0.0813  -0.1106
Si  2.8844  7.9596  24.8115  0.0474  -0.0647  -0.0708
Si  7.7767  8.5115  24.6858  -0.0725  0.1332  -0.2185
Si  1.1334  1.4325  26.0013  0.0412  0.0234  0.0032
Si  6.8011  1.4646  26.1081  0.0268  -0.0051  0.0479
Si  4.0641  4.0444  26.1789  -0.0526  -0.0333  0.0279
Si  9.5819  4.1823  25.958  -0.002  0.0345  -0.0003
Si  1.3125  6.832  26.0979  0.031  0.016  0.0502
Si  6.7479  6.9003  26.0744  -0.0083  -0.0196  0.0332
Si  4.0331  9.6915  25.9603  -0.0498  0.0048  0.0466
Si  9.4426  9.5548  26.0416  -0.0297  0.0059  0.012
Si  2.6385  0.0805  27.356  0.0102  -0.0236  -0.0035
Si  8.1519  0.0254  27.4465  0.0678  0.0301  -0.0468
Si  -0.0904  2.8109  27.4327  -0.006  -0.0189  -0.0026
Si  5.4653  2.7585  27.502  -0.027  -0.01  -0.0367
Si  2.6814  5.4588  27.4647  0.0284  0.0123  -0.0454
Si  8.1857  5.5174  27.3739  -0.0052  -0.0181  0.0024
Si  -0.0489  8.2425  27.414  0.0004  -0.0223  -0.0012
Si  5.3908  8.2978  27.4171  -0.0147  -0.0167  -0.0057
Si  4.1018  1.3673  28.791  -0.3731  -0.1377  -0.037
Si  9.5708  1.3673  28.791  -0.2495  0.1128  0.0944
Si  1.3673  4.1018  28.791  -0.3518  -0.1477  0.3581
Si  6.8362  4.1018  28.791  0.3921  0.356  0.1118
Si  4.1018  6.8362  28.791  -0.1463  0.1964  -0.0823
Si  9.5708  6.8362  28.791  -0.1428  0.0765  -0.1051
Si  1.3673  9.5708  28.791  -0.0749  0.2232  -0.2723
Si  6.8362  9.5708  28.791  -0.2986  0.1008  0.2061
Si  0  0  30.1582  0.0513  0.0056  -0.0154
Si  5.469  0  30.1582  -0.0138  -0.1369  0.0144
Si  2.7345  2.7345  30.1582  -0.0161  -0.0693  -0.0027
Si  8.2035  2.7345  30.1582  0.034  -0.0366  0.0456
Si  0  5.469  30.1582  0.0266  -0.0718  0.005
Si  5.469  5.469  30.1582  0.1126  0.0321  -0.0364
Si  2.7345  8.2035  30.1582  0.0478  -0.0801  -0.0195
Si  8.2035  8.2035  30.1582  -0.0045  -0.0677  -0.0298
Si  1.3673  1.3673  31.5255  0.001  0.0333  -0.0013
Si  6.8362  1.3673  31.5255  -0.0537  0.1061  -0.021
Si  4.1018  4.1018  31.5255  -0.0206  0.0354  -0.0313
Si  9.5708  4.1018  31.5255  -0.0267  0.0128  -0.0154
Si  1.3673  6.8362  31.5255  -0.0753  0.0563  -0.0247
Si  6.8362  6.8362  31.5255  -0.0367  0.0498  -0.0121
Si  4.1018  9.5708  31.5255  -0.0025  0.0294  -0.0151
Si  9.5708  9.5708  31.5255  -0.0753  0.0119  -0.0257
Si  2.7345  0  0.6835  0.0207  -0.0452  0.0263
Si  8.2035  0  0.6835  0.0577  -0.0422  0.0168
Si  0  2.7345  0.6835  0.0119  -0.0108  0.0179
Si  5.469  2.7345  0.6835  0.036  -0.0633  0.0245
Si  2.7345  5.469  0.6835  0.0811  -0.0538  0.0157
Si  8.2035  5.469  0.6835  -0.004  -0.0381  0.0199
Si  0  8.2035  0.6835  0.0699  -0.0739  0.0201
Si  5.469  8.2035  0.6835  0.0252  -0.012  0.0118
Si  4.1018  1.3673  2.0507  -0.0049  0.1043  0.0179
Si  9.5708  1.3673  2.0507  -0.1  0.0546  -0.0358
Si  1.3673  4.1018  2.0507  -0.0449  0.053  -0.0161
Si  6.8362  4.1018  2.0507  0.0402  0.0995  0.0247
Si  4.1018  6.8362  2.0507  -0.0083  0.0318  0.0238
Si  9.5708  6.8362  2.0507  -0.0173  0.1067  0.0303
Si  1.3673  9.5708  2.0507  -0.0347  0.04  0.0404
Si  6.8362  9.5708  2.0507  -0.0918  -0.0709  -0.0057
Si  0  0  3.418  0.1664  -0.0886  0.3062
Si  5.469  0  3.418  -0.0048  -0.1679  0.1984
Si  2.7345  2.7345  3.418  0.0251  -0.3391  0.0228
Si  8.2035  2.7345  3.418  0.2301  -0.2403  -0.4678
Si  0  5.469  3.418  0.4132  -0.1215  0.048
Si  5.469  5.469  3.418  0.03  -0.0026  0.0664
Si  2.7345  8.2035  3.418  0.1479  -0.0507  0.1866
Si  8.2035  8.2035  3.418  0.1379  0.1284  -0.3727
Si  1.4683  1.2762  4.8373  -0.0334  -0.0228  0.0373
Si  6.8998  1.3415  4.7551  -0.029  0.0059  0.0589
Si  4.1101  4.0655  4.7711  0.0456  0.0236  0.0753
Si  9.7  3.9519  4.7279  -0.0242  0.0609  -0.0052
Si  1.4089  6.8212  4.8183  -0.0167  0.0098  0.0063
Si  6.9183  6.8123  4.7511  0.0018  -0.015  0.0546
Si  4.1253  9.5337  4.8387  -0.0208  0.0355  0.0196
Si  9.554  9.5611  4.7918  0.0376  0.013  0.0338
Si  2.7366  -0.141  6.3539  0.001  0.0062  0.0186
Si  8.3131  0.0887  6.2002  -0.0403  0.0064  -0.0269
Si  0.1478  2.6727  6.2009  0.0663  -0.034  0.0168
Si  5.4893  2.6483  6.0836  -0.0154  -0.0048  0.0203
Si  2.8395  5.4687  6.1992  0.0483  -0.0367  -0.012
Si  8.3198  5.3258  5.9664  -0.0002  0.0106  0.0142
Si  -0.0535  8.1561  6.1543  -0.0185  0.0023  0.0005
Si  5.6609  8.2667  6.1496  -0.0013  -0.0394  -0.0164
Si  4.3872  1.1322  7.5226  0.1023  -0.0896  -0.0202
Si  9.9383  1.16  7.6174  0.1339  -0.1201  0.1031
Si  1.3077  4.2434  7.5515  -0.0812  0.0552  0.0999
Si  6.7948  4.1759  7.2912  -0.1283  0.1177  -0.0008
Si  4.6239  6.5668  7.3292  0.1536  -0.1158  0.082
Si  9.8367  6.4036  7.3579  0.0261  -0.0464  0.0385
Si  1.0197  9.5944  7.6606  -0.036  0.0674  0.1611
Si  6.7472  9.9152  7.5264  -0.0536  0.1263  0.109
O  5.7473  5.3945  7.6239  -0.0132  0.0383  -0.1081
O  0.0109  -0.0838  8.1236  -0.0072  -0.0079  -0.1268
O  0.7396  5.2276  23.1378  0.0215  0.0025  0.0899
O  5.3802  11.5678  23.1547  -0.0609  0.0056  0.0887
O  0.9158  9.4096  21.2448  -0.0069  -0.0042  0.0516
O  7.5865  3.1806  23.3333  -0.0058  0.0138  0.0394
O  7.5557  -1.4152  8.9222  -0.0127  -0.006  -0.0977
O  0.1651  5.4213  7.8611  0.0371  -0.0273  -0.107
O  9.0125  6.7065  8.7712  0.0142  0.0111  -0.0529
O  1.3532  8.6146  8.9788  -0.0073  0.0365  -0.1053
O  9.4242  1.9244  9.001  0.0018  -0.0164  -0.0709
O  4.3223  7.0652  8.8699  -0.0052  0.0029  -0.1104
O  1.8333  3.5261  8.9765  -0.0254  0.0161  -0.0844
O  5.53  0.0166  7.989  -0.0052  -0.0062  -0.0963
O  7.4122  3.6195  8.7079  0.0179  -0.02  -0.0103
O  8.4488  8.9716  11.4439  0.0132  -0.0059  -0.0459
O  9.6977  6.5662  23.9211  0.024  -0.0112  0.0382
O  2.7676  3.7459  23.5328  -0.0203  -0.013  0.0757
O  9.3803  1.4953  24.2515  0.0163  -0.0392  0.081
O  5.6571  4.9971  23.5353  0.0241  -0.0133  0.0202
O  10.5727  -0.533  23.2601  -0.0205  0.0305  0.1107
O  7.9468  8.1038  23.0763  0.0028  0.004  0.1082
O  3.3573  -0.73  22.2045  0.0027  0.0441  0.0663
O  2.0393  8.3352  23.4369  0.0015  -0.0158  0.0553
Si  -1.1903  6.9535  15.0125  -0.0326  0.0316  -0.053
Si  -2.3038  -9.2978  14.7112  -0.0399  -0.0108  -0.0377
Si  9.1042  3.7729  18.9306  0.021  0.0024  -0.0191
Si  0.3093  12.6237  18.4123  0.012  -0.0265  0.0017
Si  3.9337  6.0545  10.0921  -0.0409  0.0355  0.1731
Si  2.5635  6.5728  20.3481  -0.0339  0.0029  -0.0451
Si  1.9589  -4.4014  15.1884  0.0186  0.0336  -0.0528
Si  12.9263  4.5283  22.3477  -0.0553  0.0143  -0.089
Si  3.8323  0.7488  22.634  -0.0024  -0.0055  -0.0193
Si  3.2327  3.1142  9.7608  0.0072  -0.0009  0.0168
Si  6.7937  4.3889  22.572  0.0008  0.0003  0.0092
Si  8.9685  -3.0858  17.7279  0.0412  -0.0312  -0.0172
Si  -2.7405  -6.4877  16.0528  0.0268  0.0055  0.0037
Si  3.0699  3.6386  15.0842  0.0503  -0.0023  -0.0348
Si  4.7184  2.2188  17.5225  -0.001  0.0174  -0.019
Si  -4.8328  3.9301  19.6322  0.0387  0.005  -0.0624
Si  8.7999  6.8228  22.5686  0.0352  0.0158  -0.0744
Si  9.5171  6.0558  10.1944  -0.0209  0.0231  0.1235
Si  -3.8078  1.5599  11.9244  -0.0372  -0.036  0.0342
Si  0.7117  12.7955  15.3881  -0.0149  -0.0045  0.0293
Si  12.2799  -3.3287  10.2859  0.0205  0.0182  0.042
Si  2.3203  8.9978  21.9749  0.0349  0.0139  -0.1403
Si  -2.6464  7.6251  12.3805  -0.049  0.0081  0.0209
Si  2.866  -0.0799  14.561  0.026  -0.0168  -0.0475
Si  -1.6744  -0.2761  19.0861  0.051  0.0168  -0.0323
Si  4.5272  10.2996  17.1213  -0.0296  -0.0207  -0.036
Si  2.6372  -2.5206  12.9366  0.0571  -0.0136  -0.0064
Si  -0.6201  6.3901  19.9884  0.0245  -0.0197  -0.057
Si  3.6033  7.4686  17.5594  -0.0063  -0.0261  0.012
Si  8.6172  3.1667  9.7138  -0.0176  0.0086  0.0561
Si  5.4309  -3.1021  12.0059  0.0342  0.0124  0.0756
Si  -0.0888  10.6245  21.6754  0.0452  0.0314  -0.111
Si  1.8666  2.0038  20.8324  -0.0556  0.0005  -0.088
Si  7.2626  9.6445  10.5234  -0.0227  -0.0061  0.1414
Si  4.0416  2.2436  12.6446  0.0487  -0.0054  0.0245
Si  6.2947  6.0797  17.5956  0.0049  0.0122  -0.0113
Si  7.1726  0.5874  17.1452  0.0259  0.0139  -0.0293
O  -1.4998  -2.8823  16.1817  -0.0063  0.0005  0.0181
O  4.0529  10.34  15.5526  0.0072  0.0011  0.0197
O  6.6974  -6.0645  16.5599  -0.0037  -0.0054  -0.0197
O  8.8069  -1.7201  18.5484  -0.0137  0.0146  0.0166
O  6.7559  9.7626  24.4304  -0.004  0.0404  0.1287
O  1.7318  1.8155  19.2126  -0.0072  -0.0039  0.0318
O  3.9815  3.4765  13.7331  -0.0233  -0.0007  0.0071
O  -2.7338  0.5714  15.877  -0.0023  -0.0055  0.0223
O  -3.3538  3.3415  19.2836  -0.0338  0.0146  0.0186
O  -2.9087  0.6654  18.5464  -0.0225  -0.0024  0.0191
O  -1.5373  7.6499  13.5728  0.0241  -0.0053  0.0195
O  -1.3064  7.2128  21.2219  -0.0378  0.002  0.0757
O  3.1619  6.5363  18.8335  0.0152  0.0125  -0.0133
O  2.3347  -4.6261  10.2555  0.038  0.0204  -0.0584
O  -0.8319  2.5308  19.2027  -0.02  0.0012  0.008
O  8.4658  6.3167  11.4144  0.0051  -0.006  -0.0616
O  7.5339  7.1055  17.7571  -0.007  0.0072  0.0165
O  7.0878  0.2497  10.9705  0.0089  0.0124  -0.0465
O  3.8083  2.9513  16.3797  -0.0074  -0.0004  0.0153
O  3.095  1.2422  24.0151  -0.005  -0.0006  -0.0277
O  -4.7055  12.8567  16.9613  0.0121  -0.0112  0.0064
O  -0.672  1.6114  14.566  0.0147  -0.0014  -0.0035
O  10.6998  0.1425  18.3936  -0.0184  0.0173  0.0174
O  3.0183  5.4835  21.493  0.0022  -0.0075  0.0424
O  -5.9487  6.823  16.9882  0.003  0.0081  -0.0097
O  4.9026  3.0823  18.9007  0.0046  0.0073  0.0272
O  1.4078  3.5058  21.2266  0.0257  0.0068  0.051
O  -7.0407  9.0361  17.9359  0.0037  0.0113  0.0064
O  4.158  4.4669  9.8018  0.0104  -0.0223  -0.035
O  7.8728  5.5446  22.1915  -0.0038  -0.0039  0.0114
O  3.398  1.7055  21.3696  0.0294  -0.0103  0.0617
O  2.4485  7.5168  16.4022  -0.0044  0.0034  0.0105
O  6.1725  -0.7142  17.1357  0.0084  0.0044  0.0076
O  6.7436  7.5594  12.9546  0.0027  0.0073  -0.0423
O  9.5169  -0.28  20.7144  -0.0097  -0.0036  0.0245
O  2.0986  -1.3091  13.848  -0.0151  0.0029  0.0088
O  3.1179  2.5698  11.3124  -0.0161  0.0169  -0.0474
O  5.9897  3.8674  21.2515  0.0033  -0.001  0.0118
O  0.7673  1.0632  21.5692  -0.0028  0.0066  0.019
O  4.0174  6.8291  24.3778  -0.0029  0.0065  0.0839
O  -3.0186  12.1609  13.3131  0.0243  0.0001  0.0251
O  -1.7767  4.2345  17.3614  -0.0109  -0.0005  -0.0218
O  5.5994  2.0376  12.2174  -0.0036  0.0064  -0.0235
O  2.368  7.0067  13.6864  -0.0197  -0.0135  0.0216
O  0.3391  6.4273  15.1698  -0.0037  -0.0069  0.0174
O  -7.8937  8.0047  20.9284  -0.0078  0.0062  0.0695
O  -2.7987  3.1381  15.112  0.0012  0.0128  0.0086
O  -4.9471  5.4699  19.0844  0.0045  -0.0194  0.0333
O  4.8187  6.445  11.4048  -0.0367  -0.0213  -0.0729
O  3.4742  0.9104  13.41  -0.0152  0.005  0.0088
O  3.933  1.9176  8.9005  -0.0246  0.0111  -0.0053
O  2.7785  5.1714  15.4807  -0.0101  -0.0087  0.0159
O  10.1313  7.0324  18.5115  -0.0249  0.0206  0.0154
O  10.8549  6.8958  10.5981  0.0062  0.0006  -0.0204
O  0.9648  6.3402  20.2538  -0.0145  0.0017  0.0347
O  1.6741  0.5583  15.4593  -0.0155  0.0053  0.0119
O  0.4245  2.2933  16.9254  0.0044  0.0079  -0.0243
O  4.2557  -2.3364  12.8189  -0.0326  -0.0043  -0.0109
O  9.627  4.9267  19.9395  -0.0124  0.0052  0.0129
O  4.061  0.7524  17.8572  0.0015  -0.0002  0.0212
O  5.8781  -2.1124  10.7927  -0.0132  -0.0105  -0.0437
O  1.5933  3.0337  14.7016  -0.0271  0.0036  -0.0049
O  -2.152  5.6542  15.1424  0.0057  -0.0102  0.0054
O  1.8361  -2.4049  11.5315  -0.0022  -0.0148  -0.0395
O  7.9564  2.7114  11.1277  0.0298  0.0313  -0.065
O  9.621  -6.5156  10.0458  0.0018  -0.0228  -0.0359

Results
free energy: -135736.536 eV
free energy less fixed offsets of O -568.88, Si -635.61 eV per atom: -1.206 eV

The program warned: the cutoff lies below the one the program advises for these potential files; the forces do not sum to zero within the program's tolerance; the exchange-correlation potential is rough where the density is thin.
